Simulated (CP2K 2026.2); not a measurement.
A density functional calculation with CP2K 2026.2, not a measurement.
Periodic cell of 504 atoms, Si360O144, from a study of silicon, its oxide and their interface. The atomic structure is a simulated model.
Doubt: the forces sum to 0.28 eV/angstrom along one axis rather than to zero, so they err by at least 0.0006 eV/angstrom per atom on average; the grid cutoff is modest.

Settings: functional PBE; method Gaussian and plane waves; basis set DZVP-MOLOPT-SR-GTH; pseudopotentials GTH-PBE; grid cutoff 350 Ry, relative cutoff 50 Ry; k points Gamma only; occupations fixed; spin none; net charge 0.

Cell vectors (angstrom)
a	16.32	0	0
b	0	16.32	0
c	-7.396	2.464	33.1537

Atoms and the computed forces on them: element, x, y, z (angstrom), force x, y, z (eV/angstrom)
Si	0.96	15.187	0.161	0.267	-0.016	0.768
Si	-3.552	4.152	33.098	0.111	-0.283	0.734
Si	-5.777	6.391	33.093	-0.21	0.112	0.746
Si	4.42	6.673	0.305	-0.308	0.131	0.714
Si	-6.339	12.112	32.955	0.19	-0.126	0.649
Si	4.23	11.965	0.075	-0.077	0.171	0.708
Si	7.04	14.746	0.144	-0.153	0.038	0.743
Si	9.782	1.015	0.003	-0.114	0.226	0.687
Si	6.594	4.324	0.071	0.358	-0.353	0.618
Si	9.871	6.472	0.108	-0.126	0.115	0.801
Si	-0.838	12.328	33.078	0.218	-0.147	0.773
Si	9.345	12.648	0.049	0.004	-0.247	0.753
Si	12.054	15.177	0.2	0.081	-0.095	0.766
Si	15.026	0.995	0.155	0.003	0.284	0.711
Si	12.091	4.284	0.164	0.024	-0.163	0.794
Si	14.547	7.015	0.163	0.29	-0.099	0.811
Si	12.45	9.347	0.161	-0.179	0.105	0.788
Si	7.838	14.475	33.105	-0.135	0.089	0.738
Si	2.679	16.382	1.252	0.027	-0.012	-0.039
Si	5.441	2.713	1.331	-0.017	-0.002	-0.053
Si	2.711	5.467	1.357	-0.011	-0.024	-0.046
Si	5.581	8.281	1.446	0.039	0.098	-0.044
Si	2.662	10.741	1.27	-0.06	-0.001	-0.009
Si	5.412	13.57	1.347	-0.027	-0.024	-0.022
Si	8.211	16.298	1.425	-0.01	0.006	-0.048
Si	10.872	2.661	1.33	-0.014	-0.024	-0.043
Si	8.238	5.39	1.383	-0.017	-0.035	-0.042
Si	10.874	8.151	1.408	-0.01	-0.006	-0.07
Si	8.179	10.954	1.249	-0.018	0.028	-0.084
Si	10.859	13.662	1.489	0.011	-0.014	-0.059
Si	13.583	16.24	1.592	0.003	0.019	-0.023
Si	-0.031	2.731	1.224	-0.001	-0.005	-0.085
Si	13.537	5.459	1.548	-0.024	-0.027	-0.038
Si	-0.038	8.146	1.272	0.003	0.023	-0.071
Si	13.645	10.933	1.355	0.044	0.018	-0.04
Si	-0.07	13.548	1.442	0.024	-0.021	-0.017
Si	1.33	1.396	2.673	-0.023	-0.014	0.006
Si	4.088	4.093	2.717	0.02	0	0.043
Si	1.324	6.811	2.678	0.002	0.034	-0.017
Si	4.052	9.505	2.733	0.012	0.011	0.025
Si	1.39	12.191	2.686	0.036	-0.003	0.012
Si	4.046	14.995	2.631	-0.023	-0.004	-0.015
Si	6.795	1.354	2.697	-0.006	-0.014	-0.001
Si	9.524	3.997	2.748	0.023	0.014	0.03
Si	6.915	6.835	2.733	-0.016	-0.054	0.033
Si	9.479	9.549	2.667	-0.008	0.028	0.004
Si	6.801	12.236	2.713	0.021	0.02	0.032
Si	9.526	14.995	2.861	-0.01	0.001	0.043
Si	12.235	1.393	2.791	-0.022	0.005	0.04
Si	14.997	4.062	2.709	-0.009	-0.016	-0.001
Si	12.189	6.834	2.857	0.015	0.011	0.045
Si	14.982	9.531	2.713	-0.032	-0.04	0.046
Si	12.25	12.245	2.732	0.019	0.002	0.013
Si	14.917	14.846	2.87	0.014	-0.011	0.026
Si	0.006	16.312	4.071	0.025	0.019	-0.038
Si	2.71	2.727	4.064	-0.006	-0.003	-0.039
Si	0.003	5.444	4.069	-0.007	0.015	-0.006
Si	2.705	8.132	4.072	0.02	0.002	-0.006
Si	0.023	10.87	4.087	-0.02	-0.002	-0.042
Si	2.73	13.607	4.026	-0.003	-0.034	-0.012
Si	5.418	16.31	4.039	0.007	-0.001	-0.014
Si	8.134	2.692	4.105	0.029	0.006	-0.001
Si	5.473	5.47	4.047	-0.026	0.003	-0.012
Si	8.199	8.193	4.114	0.011	0.003	-0.015
Si	5.419	10.89	4.074	0.018	0.004	-0.039
Si	8.133	13.592	4.121	-0.011	-0.021	-0.019
Si	10.892	16.358	4.172	0.001	-0.015	-0.008
Si	13.626	2.741	4.106	-0.017	0.002	-0.02
Si	10.846	5.405	4.131	-0.013	0.002	-0.026
Si	13.616	8.194	4.12	0.014	0.005	-0.019
Si	10.87	10.872	4.053	-0.017	-0.021	-0.012
Si	13.551	13.541	4.197	-0.006	0.005	0.012
Si	1.349	14.955	16.359	0.001	-0.014	0.009
Si	4.1	1.345	16.38	0.014	0.011	0.025
Si	1.36	4.087	16.316	-0.001	0.003	-0.007
Si	4.041	6.779	16.226	-0.007	0.002	-0.006
Si	1.319	9.534	16.282	0.007	-0.021	0.003
Si	4.042	12.254	16.271	-0.007	0.011	-0.008
Si	6.772	14.996	16.287	0.007	-0.002	-0.005
Si	9.533	1.333	16.347	0.002	-0.009	0.012
Si	6.8	4.002	16.297	-0.009	-0.003	0.013
Si	9.531	6.763	16.309	-0.012	-0.001	0.003
Si	6.8	9.501	16.255	0.011	-0.008	-0.014
Si	9.56	12.272	16.269	-0.002	0.006	-0.002
Si	12.244	14.936	16.379	0.017	-0.02	0.007
Si	-1.346	1.366	16.334	-0.01	0.013	0.013
Si	12.243	4.101	16.311	-0.019	0.012	-0.002
Si	-1.319	6.826	16.307	-0.001	-0.002	0.008
Si	12.272	9.537	16.294	-0.016	0.022	0.016
Si	-1.387	12.26	16.399	0.008	-0.007	0.022
Si	2.742	16.272	17.726	-0.011	-0.022	0.032
Si	5.481	2.692	17.763	0.023	-0.013	0.017
Si	2.722	5.459	17.654	-0.023	0.029	0.03
Si	5.36	8.159	17.547	0.002	0.016	0.015
Si	2.631	10.938	17.615	0.001	0.026	0
Si	5.391	13.632	17.6	-0.031	0.007	-0.002
Si	8.136	16.297	17.697	0.013	-0.017	0.002
Si	10.882	2.748	17.673	-0.018	0.012	0.027
Si	8.167	5.347	17.624	0.059	0.004	0.01
Si	10.945	8.133	17.613	-0.016	-0.02	-0.009
Si	8.233	10.851	17.543	0.013	0.013	0.013
Si	10.865	13.576	17.751	0.006	-0.023	0.01
Si	-2.684	16.311	17.698	-0.008	-0.001	-0.007
Si	0.012	2.739	17.689	-0.006	-0.008	0.01
Si	-2.686	5.469	17.638	0.015	-0.005	-0.001
Si	0.036	8.17	17.702	0.002	0.016	0.029
Si	-2.79	10.906	17.75	-0.017	0.011	0.036
Si	-0.009	13.627	17.77	-0.01	-0.007	0
Si	1.378	17.678	19.026	0.006	-0.006	-0.042
Si	4.07	4.116	19.027	0.011	-0.004	-0.03
Si	1.444	6.835	19.086	0.011	0.021	-0.009
Si	3.967	9.533	18.875	-0.01	-0.03	-0.064
Si	1.363	12.261	19.123	0.019	-0.006	0.018
Si	4.076	14.876	19.129	0.006	-0.017	-0.045
Si	6.857	17.632	19.155	-0.039	0.034	0.032
Si	9.492	4.027	19.097	-0.013	-0.003	-0.044
Si	6.708	6.731	18.804	-0.026	-0.041	-0.052
Si	9.611	9.514	18.921	0.023	0.056	-0.048
Si	6.816	12.221	18.768	0.012	0.027	-0.043
Si	9.45	14.923	19.076	-0.017	-0.01	-0.025
Si	-4.011	1.423	18.984	0.007	0.008	-0.01
Si	-1.318	4.166	19.023	0.011	0.014	-0.007
Si	-4.019	6.81	19.015	-0.008	-0.004	0.018
Si	-1.36	9.543	19.02	-0.006	-0.013	-0.042
Si	-4.191	12.195	19.22	0.003	-0.036	-0.029
Si	-1.371	14.987	19.15	-0.021	-0.003	0.002
Si	0.054	16.355	20.473	-0.009	-0.02	0.043
Si	2.762	2.723	20.364	-0.012	-0.011	0.069
Si	0.076	5.473	20.432	0.018	-0.01	0.017
Si	2.74	8.308	20.447	-0.081	0.011	0.058
Si	-0.066	10.927	20.421	-0.01	0.025	0.057
Si	2.763	13.475	20.603	0.033	-0.026	0.083
Si	5.507	16.213	20.474	0.009	-0.013	0.071
Si	8.129	2.698	20.613	0.03	0.02	0.048
Si	5.351	5.571	20.338	-0.025	0.016	0.054
Si	8.125	8.111	19.973	0.024	0.029	0.017
Si	5.447	10.858	20.023	-0.007	-0.026	0.035
Si	8.096	13.37	20.314	0.083	0.028	0.039
Si	10.807	16.48	20.251	-0.063	0.022	-0.021
Si	-2.631	2.778	20.371	-0.018	-0.027	0.016
Si	10.947	5.447	20.341	0.005	-0.021	0.037
Si	-2.638	8.132	20.395	0.024	0.01	0.062
Si	10.793	10.673	20.625	0.134	0.027	0.056
Si	-2.802	13.662	20.507	-0.01	0.045	0.056
Si	1.677	15.244	21.782	-0.234	-0.342	-0.776
Si	3.932	17.481	21.664	0.299	0.113	-0.744
Si	1.272	3.917	21.724	0.074	0.13	-0.725
Si	4.446	7.286	21.7	-0.1	-0.055	-0.755
Si	1.075	9.394	21.766	0.152	0.119	-0.764
Si	4.484	12.137	21.686	-0.316	0.088	-0.619
Si	6.571	14.464	21.689	0.042	0.128	-0.731
Si	9.91	1.658	21.855	-0.381	-0.118	-0.611
Si	6.897	4.475	21.663	-0.395	-0.46	-0.541
Si	9.235	6.657	21.337	0.333	0.13	-0.642
Si	6.719	9.385	21.256	-0.005	-0.054	-0.576
Si	8.863	11.564	21.704	0.244	0.042	-0.763
Si	-4.378	15.051	21.601	0.31	-0.038	-0.538
Si	-0.994	1.742	21.727	-0.101	-0.172	-0.779
Si	-4.192	3.923	21.689	0.119	0.139	-0.714
Si	-1.053	7.052	21.763	-0.089	-0.161	-0.786
Si	-3.693	9.613	21.865	-0.444	-0.222	-0.647
Si	-1.636	12.065	21.773	0.218	0.243	-0.701
Si	-2.306	18.503	31.234	0.027	0.085	-0.033
Si	1.826	7.21	26.252	-0.056	0.123	-0.048
Si	2.818	5.695	23.923	-0.068	0.003	-0.214
Si	6.482	5.156	31.252	-0.156	-0.116	0.107
Si	5.826	15.547	28.235	-0.006	0.003	-0.026
Si	-1.1	3.534	25.962	-0.049	-0.023	0.017
Si	7.995	14.901	24.484	-0.025	-0.055	-0.112
Si	9.939	5.871	27.797	-0.063	0.032	-0.064
Si	3.977	15.026	25.814	-0.062	-0.014	0.069
Si	4.671	12.311	30.315	0.012	-0.022	0.106
Si	-2.967	9.416	30.483	0.006	-0.092	0.031
Si	-0.822	7.317	30.276	0.056	0.011	0.184
Si	-1.344	17.005	28.993	-0.046	0.033	0.004
Si	2.058	3.616	30.139	-0.08	-0.02	0.065
Si	7.56	4.127	24.371	-0.104	0.124	0.065
Si	7.789	7.909	26.551	0.063	0.035	0.025
Si	4.604	10.569	24.425	-0.127	0.067	-0.145
Si	-2.702	17.495	26.572	0.006	0.013	0.037
Si	6.35	16.294	30.999	0.083	-0.029	0.078
Si	1.785	11.098	24.4	-0.015	-0.084	-0.087
Si	4.801	8.386	26.434	-0.056	0.069	-0.07
Si	-3.069	9.266	24.839	0.025	-0.057	-0.217
Si	0.428	12.184	30.209	-0.01	-0.032	0.171
Si	0.236	5.327	28.19	0.087	0.045	-0.001
Si	-4.369	6.822	25.881	-0.003	-0.075	-0.023
Si	9.237	6.807	24.25	-0.141	0.002	-0.057
Si	1.394	14.076	24.613	0.086	0.018	-0.009
Si	-4.247	12.786	28.007	-0.066	-0.011	0.16
Si	-1.357	13.617	24.419	-0.138	-0.111	-0.084
Si	2.546	14.407	30.309	-0.071	-0.026	0.118
Si	-0.287	9.625	26.008	-0.088	-0.104	-0.051
Si	9.03	6.625	30.528	0.058	0.182	0.009
Si	-1.572	11.215	28.446	-0.006	-0.023	-0.093
Si	4.321	9.325	29.282	0.071	-0.05	-0.002
Si	6.96	8.719	30.343	-0.059	0.028	0.181
Si	1.571	9.403	30.321	-0.006	-0.059	0.053
Si	-2.448	5.295	23.983	-0.062	0.046	-0.129
Si	4.881	4.127	28.985	-0.021	-0.082	0.038
Si	8.255	10.408	28.406	-0.032	0.019	-0.077
Si	10.256	13.391	23.472	-0.039	0.018	0.038
Si	1.616	2.097	26.222	0.035	0.019	0.041
Si	3.915	3.897	26.186	-0.112	-0.102	0.016
Si	1.635	17.045	29.039	-0.114	0.095	-0.029
Si	-2.55	16.315	23.706	-0.05	0.096	-0.074
Si	8.602	3.278	26.864	-0.057	-0.062	-0.129
Si	3.99	17.793	24.629	-0.024	0.089	-0.09
Si	-4.609	16.348	31.318	0.035	-0.025	0.07
Si	6.812	18.114	28.835	0.093	0.022	0.03
Si	-3.864	15.827	28.649	0.115	0	-0.036
Si	-5.507	10.907	30.032	0.033	0.113	0.221
Si	-3.912	12.284	25.312	-0.073	0.038	0.018
Si	6.784	12.883	28.313	0.042	-0.038	0.065
Si	5.897	12.873	25.593	0.068	0.025	-0.038
Si	8.749	17.736	24.59	0.216	0.005	-0.083
Si	1.372	14.953	5.418	-0.006	-0.007	-0.011
Si	4.069	1.356	5.414	0.008	-0.004	-0.01
Si	1.366	4.088	5.432	-0.001	0.006	0.003
Si	4.087	6.792	5.424	0.002	-0.019	0.01
Si	1.37	9.508	5.444	0.01	0.002	-0.006
Si	4.081	12.266	5.426	0.009	0.016	-0.003
Si	6.766	14.963	5.444	-0.001	0.008	-0.002
Si	9.499	1.368	5.494	-0.002	0.011	0.004
Si	6.792	4.091	5.435	-0.001	0.017	-0.01
Si	9.519	6.802	5.475	0.007	-0.003	0.007
Si	6.784	9.526	5.437	-0.025	-0.006	-0.009
Si	9.517	12.229	5.444	0.008	0.001	-0.013
Si	12.227	14.962	5.509	-0.008	0.005	0.009
Si	14.967	1.349	5.444	0.001	-0.01	-0.007
Si	12.253	4.084	5.47	0.004	0.008	0.001
Si	14.967	6.799	5.447	0	-0.005	-0.006
Si	12.231	9.537	5.454	-0.003	-0.001	-0.002
Si	14.972	12.201	5.48	-0.015	-0.021	-0.001
Si	2.723	16.313	6.788	0.008	-0.011	-0.006
Si	5.429	2.717	6.781	-0.005	0.011	0.001
Si	2.729	5.437	6.794	0.021	-0.001	0.005
Si	5.432	8.162	6.795	-0.001	0.004	0.002
Si	2.726	10.889	6.786	0	0.002	-0.002
Si	5.426	13.605	6.813	-0.008	-0.001	0.002
Si	8.135	16.31	6.817	0.004	-0.006	-0.001
Si	10.883	2.728	6.826	-0.006	0.002	-0.007
Si	8.146	5.444	6.813	-0.007	0.013	-0.003
Si	10.889	8.159	6.817	0.015	-0.023	-0.001
Si	8.152	10.874	6.803	-0.004	-0.005	-0.006
Si	10.856	13.59	6.828	0	0.014	0.002
Si	13.613	16.324	6.826	-0.005	-0.013	-0.003
Si	0.004	2.723	6.793	0.003	0	-0.007
Si	13.608	5.448	6.819	-0.009	0.008	0.003
Si	0.009	8.153	6.807	-0.006	-0.001	0.005
Si	13.594	10.87	6.833	0.009	-0.005	0
Si	0.009	13.603	6.796	-0.001	0.006	-0.003
Si	1.362	1.357	8.148	-0.004	-0.002	0.001
Si	4.078	4.073	8.154	-0.014	0.004	0
Si	1.371	6.794	8.16	0.002	0	0.002
Si	4.079	9.528	8.154	0.012	-0.007	-0.002
Si	1.365	12.242	8.154	0.006	-0.005	-0.006
Si	4.07	14.963	8.166	0.014	0	0.013
Si	6.784	1.365	8.158	0.008	-0.01	0.001
Si	9.518	4.09	8.171	0.009	0.012	0.001
Si	6.789	6.805	8.165	-0.02	-0.015	-0.001
Si	9.513	9.516	8.165	-0.004	0	-0.004
Si	6.795	12.238	8.163	0.01	0.013	-0.001
Si	9.499	14.953	8.179	-0.011	-0.014	-0.001
Si	12.243	1.361	8.177	0.002	-0.005	-0.002
Si	-1.353	4.075	8.164	-0.007	0.005	0.002
Si	12.245	6.801	8.176	0.013	0.013	0.007
Si	-1.359	9.505	8.17	-0.018	-0.013	0.004
Si	12.235	12.243	8.177	0.001	0.004	-0.004
Si	-1.348	14.959	8.168	-0.001	0.011	0
Si	0.005	16.325	9.523	-0.005	-0.011	-0.005
Si	2.717	2.715	9.513	0.018	0	0.001
Si	0.007	5.436	9.52	0.003	0.003	0.003
Si	2.724	8.162	9.515	-0.007	0.006	0.003
Si	0.002	10.883	9.511	-0.002	0.015	-0.005
Si	2.712	13.602	9.524	0	0.006	-0.001
Si	5.434	16.321	9.52	-0.008	0.003	0.002
Si	8.157	2.717	9.515	-0.005	0	-0.007
Si	5.434	5.436	9.514	0.012	0.008	0.003
Si	8.157	8.157	9.526	0	-0.003	0
Si	5.435	10.88	9.526	-0.002	-0.013	0.001
Si	8.149	13.59	9.535	-0.006	0.001	0.007
Si	10.877	16.315	9.524	0.002	-0.002	0
Si	13.608	2.719	9.533	-0.002	0.008	0.002
Si	10.883	5.439	9.531	-0.007	0.006	-0.002
Si	13.602	8.157	9.533	0.002	-0.022	0.006
Si	10.872	10.879	9.524	0.005	-0.006	-0.004
Si	13.6	13.607	9.523	-0.005	-0.002	0.001
Si	1.353	14.962	10.885	0.004	0.005	0.007
Si	4.074	1.358	10.875	-0.002	-0.005	0
Si	1.36	4.071	10.88	-0.006	-0.003	0
Si	4.078	6.795	10.876	0.009	-0.011	-0.004
Si	1.361	9.524	10.869	0.006	-0.016	-0.004
Si	4.072	12.245	10.884	-0.001	0.009	0.005
Si	6.791	14.959	10.881	0.007	-0.002	-0.001
Si	9.519	1.359	10.877	-0.004	0.002	-0.003
Si	6.798	4.077	10.869	-0.006	0.007	-0.005
Si	9.522	6.797	10.886	0.004	-0.002	0.012
Si	6.797	9.518	10.885	0.007	0.002	-0.001
Si	9.52	12.237	10.892	-0.003	-0.001	-0.003
Si	12.243	14.964	10.888	0.001	-0.001	0
Si	-1.353	1.357	10.895	0.002	-0.003	0
Si	12.243	4.075	10.89	-0.003	0.005	0.005
Si	-1.358	6.793	10.879	-0.013	0.014	-0.001
Si	12.236	9.523	10.878	-0.003	0.007	-0.004
Si	-1.358	12.246	10.87	-0.005	-0.004	-0.003
Si	2.713	16.327	12.238	0.015	0.002	0.001
Si	5.439	2.716	12.225	0.01	0.003	-0.003
Si	2.721	5.43	12.235	-0.004	0.008	0.009
Si	5.439	8.148	12.239	0.002	0.003	0.003
Si	2.704	10.887	12.239	-0.006	0	0.004
Si	5.427	13.61	12.244	0.008	0.004	0.002
Si	8.163	16.314	12.23	-0.002	-0.004	-0.009
Si	10.885	2.704	12.246	-0.01	-0.008	-0.003
Si	8.165	5.42	12.232	-0.011	-0.004	-0.003
Si	10.885	8.162	12.239	0.009	0.006	0.001
Si	8.157	10.877	12.247	-0.002	-0.01	0.005
Si	10.885	13.602	12.246	0.001	0	0.002
Si	-2.717	16.318	12.256	-0.007	0.004	-0.002
Si	0.009	2.716	12.256	0	0.005	0.005
Si	-2.714	5.436	12.244	0.007	-0.002	0
Si	-0.004	8.168	12.222	-0.001	-0.004	0
Si	-2.72	10.89	12.222	-0.001	0.001	-0.007
Si	-0.015	13.608	12.243	-0.007	-0.007	-0.006
Si	1.374	1.36	13.622	-0.004	-0.011	0.003
Si	4.075	4.056	13.593	0.019	-0.01	-0.003
Si	1.347	6.798	13.569	-0.007	0.007	-0.011
Si	4.072	9.522	13.58	0.011	-0.015	0.001
Si	1.328	12.242	13.602	0.006	0.016	-0.001
Si	4.061	14.972	13.601	-0.019	0.012	0
Si	6.8	1.354	13.575	0	-0.004	-0.015
Si	9.523	4.061	13.598	0.006	0.007	0.007
Si	6.799	6.769	13.587	0.023	-0.002	0.001
Si	9.524	9.514	13.6	-0.014	0.011	0
Si	6.797	12.253	13.593	-0.004	-0.001	0.005
Si	9.526	14.968	13.6	-0.003	0.005	0.002
Si	12.239	1.347	13.621	0.006	-0.003	0.01
Si	-1.362	4.073	13.607	-0.007	0.01	0.004
Si	12.257	6.811	13.596	-0.021	0.002	0.002
Si	-1.361	9.537	13.576	-0.01	0.004	-0.007
Si	12.262	12.25	13.595	0.014	-0.016	-0.009
Si	-1.36	14.964	13.626	-0.002	-0.01	0.001
Si	0.011	16.323	14.981	0.007	0.006	-0.005
Si	2.74	2.708	14.995	-0.009	-0.003	0.008
Si	0.007	5.441	14.946	-0.002	0.01	0.001
Si	2.686	8.172	14.916	0.004	-0.003	0.004
Si	-0.054	10.905	14.972	-0.016	-0.021	0.002
Si	2.68	13.615	14.944	0.009	-0.004	-0.008
Si	5.424	16.349	14.941	0.015	-0.01	0.003
Si	8.175	2.67	14.948	-0.013	0.002	0.002
Si	5.444	5.396	14.943	0.01	0.008	0.004
Si	8.167	8.123	14.937	-0.004	-0.009	0.009
Si	5.43	10.888	14.935	0.003	0.013	0.013
Si	8.154	13.622	14.951	0.001	0.003	0.003
Si	10.891	16.295	14.993	-0.009	-0.001	-0.003
Si	-2.721	2.714	14.974	-0.002	-0.005	0.003
Si	10.893	5.438	14.932	-0.001	-0.003	-0.004
Si	-2.689	8.176	14.945	0.013	0.019	-0.003
Si	10.903	10.886	14.932	0.01	0.007	-0.006
Si	-2.717	13.603	14.993	-0.01	0.004	0.011
O	-4.658	5.272	32.638	0.141	-0.012	-0.41
O	7.945	16.412	25.065	-0.471	-0.086	0.234
O	1.148	13.607	30.323	-0.346	0.389	-0.194
O	5.675	8.354	22.061	0.122	0.004	0.537
O	-2.334	7.934	30.318	-0.417	-0.207	-0.333
O	2.027	4.627	22.992	-0.009	-0.207	0.09
O	-2.863	11.977	27.902	0.116	-0.046	-0.376
O	0.524	10.863	25.366	-0.04	0.558	0.281
O	9.718	4.369	27.247	0.448	-0.112	0.08
O	-3.502	4.527	23.031	-0.273	-0.105	0.411
O	8.15	5.502	21.658	0.258	0.118	0.175
O	2.825	8.743	29.529	0.105	-0.56	-0.218
O	-3.689	8.917	23.365	-0.179	-0.49	0.271
O	4.533	15.182	27.33	-0.311	0.119	0.331
O	5.97	5.058	29.728	0.131	0.419	-0.493
O	-2.733	10.909	22.11	0.09	0.07	0.037
O	2.837	16.347	22.065	-0.069	-0.005	0.271
O	-0.466	6.498	31.645	0.291	-0.333	-0.217
O	7.92	2.618	23.883	-0.175	-0.046	-0.268
O	-1.927	7.948	33.131	-0.13	0.049	0.012
O	8.782	18.74	32.783	-0.076	0.08	-0.346
O	2.378	14.794	25.68	-0.291	0.253	0.304
O	-1.742	17.557	23.083	-0.021	0.179	0.244
O	9.504	7.382	22.766	0.328	0.605	0.238
O	-3.533	17.517	31.563	-0.134	0.086	0.29
O	0.762	16.153	32.726	0.117	-0.13	-0.444
O	8.069	7.689	29.762	-0.011	-0.127	-0.391
O	5.438	15.641	29.817	-0.669	-0.207	-0.118
O	9.194	12.219	23.161	-0.196	-0.17	0.394
O	0.263	8.5	30.081	-0.031	0.277	-0.433
O	2.82	14.778	31.865	0.78	0.004	-0.113
O	8.922	13.332	32.601	0.066	-0.02	-0.216
O	7.038	14.467	28.13	0.671	0.271	0.001
O	7.376	14.996	22.995	0.034	0.144	-0.127
O	2.435	3.427	26.688	-0.047	0.351	0.23
O	-3.231	9.833	32.017	-0.25	0.674	0.064
O	-1.451	9.118	24.985	0.195	-0.326	-0.352
O	-1.896	18.399	29.666	0.046	0.504	-0.275
O	8.11	9.395	27.151	0.159	0.268	-0.285
O	4.537	12.449	31.916	-0.371	0.429	-0.051
O	4.607	13.714	25.128	-0.398	-0.273	-0.516
O	3.763	6.682	23.053	0.217	-0.009	0.354
O	-2.403	15.842	29.388	0.249	-0.32	0.233
O	0.145	2.822	22.217	-0.012	0.151	0.167
O	3.644	13.393	29.706	0.165	0.167	-0.617
O	-1.648	14.998	23.65	0.506	0.112	-0.281
O	8.213	7.825	24.985	-0.376	0.276	-0.438
O	-0.985	10.183	27.355	-0.272	-0.063	0.259
O	-1.923	10.405	29.786	0.356	-0.02	0.236
O	0.795	8.459	26.315	0.025	-0.012	0.264
O	4.698	4.547	27.434	0.136	0.496	-0.125
O	9.55	14.435	24.469	0.324	0.223	0.457
O	1.623	10.129	23.113	0.366	0.036	0.342
O	6.445	16.958	27.763	0.169	-0.022	-0.496
O	-0.25	11.824	31.646	-0.021	-0.457	-0.13
O	-0.997	18.03	32.049	0.081	0.105	-0.39
O	5.394	8.375	30.084	-0.241	-0.549	0.106
O	10.689	14.109	22.094	-0.183	0.024	-0.284
O	-0.038	13.834	25.325	-0.009	0.108	0.511
O	4.675	9.398	27.703	0.276	0.262	-0.063
O	-4.975	16.123	29.769	-0.548	0.158	-0.135
O	4.49	16.304	24.974	0.244	-0.12	-0.42
O	6.416	4.477	23.263	-0.523	-0.036	0.286
O	11.007	2.834	22.169	0.205	0.088	0.482
O	4.299	10.994	22.87	0.009	-0.51	0.032
O	3.604	7.848	32.78	-0.005	0.041	-0.332
O	-3.76	8.311	25.942	0.068	0.168	0.588
O	0.12	2.484	25.787	-0.128	-0.134	-0.148
O	9.704	17.29	23.345	0.125	-0.469	0.117
O	-2.58	13.206	25.377	-0.104	0.024	0.505
O	0.128	16.679	29.492	0.015	-0.389	0.539
O	10.68	6.787	24.92	0.018	-0.064	0.008
O	0.914	4.288	29.225	-0.263	-0.106	-0.016
O	4.381	1.821	23.099	0.227	0.245	0.129
O	7.726	10.422	22.075	0.091	-0.143	0.714
O	-4.074	14.377	28.029	0.028	0.07	-0.16
O	6.198	7.571	26.684	-0.034	-0.182	0.042
O	2.502	15.743	29.407	0.446	-0.004	-0.167
O	8.019	5.616	31.262	0.092	-0.029	0.194
O	5.441	2.618	29.07	-0.423	-0.355	0.256
O	1.365	10.923	29.815	0.233	0.051	-0.555
O	2.383	17.841	24.911	-0.438	-0.301	-0.369
O	6.155	12.657	29.782	0.453	0.17	0.379
O	-2.93	16.68	25.215	-0.115	-0.365	0.075
O	3.574	18.729	32.785	-0.066	0.179	-0.175
O	2.118	18.343	29.865	0.075	-0.041	0.29
O	-5.054	12.284	29.299	-0.253	0.449	0.079
O	-2.798	3.64	31.726	0.031	0.269	-0.517
O	-1.35	17.076	27.378	0.607	-0.054	-0.471
O	1.378	6.161	27.397	0.284	-0.017	-0.001
O	3.492	4.257	29.778	-0.14	0.308	0.276
O	-0.719	4.544	27.153	-0.199	0.276	0.194
O	3.174	10.782	25.172	-0.053	0.051	0.622
O	-3.465	10.767	25.196	-0.079	0.093	0.25
O	1.757	3.919	31.709	-0.288	0.172	-0.215
O	8.724	6.793	27.255	-0.308	-0.139	0.255
O	7.38	3.951	25.986	-0.519	0.481	0.24
O	6.124	10.663	32.873	-0.078	0.153	-0.226
O	5.508	6.166	32.037	0.139	0.168	-0.406
O	-4.418	9.718	29.856	-0.252	-0.513	-0.229
O	-2.025	13.389	32.681	-0.012	0.056	-0.294
O	8.707	5.272	24.262	0.12	0.032	-0.002
O	-1.723	6.457	23.125	-0.095	0.298	0.397
O	7.122	10.089	29.513	-0.563	0.512	0.214
O	1.143	14.96	23.289	-0.22	0.319	0.26
O	-0.557	12.358	28.943	-0.138	0.479	-0.453
O	4.673	2.575	25.608	0.456	0.012	0.259
O	-3.991	14.993	31.937	-0.017	-0.372	-0.242
O	-6.314	7.136	31.725	0.147	0.309	-0.175
O	9.636	10.237	29.18	0.193	-0.273	-0.067
O	-4.705	12.744	24.004	0.432	-0.037	-0.343
O	7.254	17.421	30.241	0.63	0.245	0.143
O	9.316	2.117	25.953	0.58	-0.285	0.401
O	-4.909	6.37	27.334	0.385	-0.006	0.613
O	-1.074	12.53	23.241	0.157	-0.272	0.06
O	-3.918	17.026	27.547	-0.725	0.097	-0.159
O	1.905	12.659	24.019	0.119	0.074	-0.529
O	-3.223	5.865	25.277	0.116	-0.075	0.473
O	-2.502	2.752	26.28	-0.424	0.316	-0.055
O	5.491	13.331	22.211	0.085	0.023	0.236
O	4.992	9.087	24.966	0.002	-0.406	-0.459
O	3.405	7.557	26.459	0.081	-0.12	0.064
O	5.883	11.482	24.804	0.414	-0.273	-0.319
O	7.994	2.705	28.243	0.049	-0.039	0.216
O	-4.919	12.474	26.566	-0.516	0.008	0.035
O	5.729	12.481	27.154	-0.38	-0.354	0.217
O	6.584	3.761	32.065	-0.303	-0.422	-0.204
O	-3.879	15.961	22.87	-0.348	0.441	0.224
O	-5.977	16.788	32.016	-0.188	-0.195	-0.254
O	1.837	9.532	31.905	-0.262	0.24	-0.016
O	0.04	8.196	22.216	0.164	-0.076	0.216
O	7.264	15.195	31.754	0.249	-0.053	-0.123
O	-1.308	4.31	24.561	0.375	-0.261	-0.318
O	8.095	11.98	28.043	0.516	0.163	-0.048
O	7.433	8.77	31.883	0.214	-0.484	-0.296
O	7.196	13.797	25.347	0.104	-0.165	0.367
O	-6.401	5.895	29.408	0.445	-0.158	0.3
O	-5.89	11.347	31.56	0.119	-0.133	-0.023
O	1.684	17.359	27.448	0.213	-0.559	-0.102
O	1.724	6.548	24.766	-0.644	-0.072	-0.128
O	-0.721	6.323	29.021	-0.218	-0.051	-0.338
O	3.78	4.944	24.976	0.501	-0.026	-0.174
O	5.368	16.96	32.072	-0.16	-0.092	-0.237
O	4.308	10.81	29.892	-0.272	-0.045	-0.256

Results
total energy: -101652.423 eV
total energy less fixed offsets of O -438.35, Si -107.03 eV per atom: 0.777 eV
